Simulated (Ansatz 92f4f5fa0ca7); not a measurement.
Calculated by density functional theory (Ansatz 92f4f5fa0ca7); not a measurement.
Periodic cell of 223 atoms, Si132O90B1, from a study of silicon, its oxide and their interface. The atomic structure is a simulated model.
Doubt: the cutoff is far below the 930 eV that the study's wrapper takes by default for these files, so forces and energies are approximate.
This geometry differs little from another in the collection (a relaxation step or a small displacement).

Settings
functional: PBE
potential files: Ansatz PAW
basis: plane waves
wave-function cutoff: 580 eV
density cutoff ratio: 5
exchange-correlation grid ratio: 1
k mesh: 1 x 1 x 1, Gamma-centred
self-consistency stop: 5e-08 eV per atom in the density residual
occupations: fixed
spin: none
net charge: -1 e, with a uniform compensating background and no finite-size correction

Cell vectors (angstrom)
a	10.938	0	0
b	0	10.938	0
c	0	0	32.1988

Atoms: element, x, y, z (angstrom)
Si	10.5816	0.2225	24.8819
Si	5.7385	10.6755	24.7597
Si	2.4805	2.9117	24.6541
Si	8.4241	2.4613	24.8462
Si	0.2767	5.162	24.7719
Si	5.1532	5.7464	24.7021
Si	2.9314	8.0048	24.6118
Si	7.9379	8.4329	24.7521
Si	1.3283	1.3773	26.0515
Si	6.846	1.3031	26.1442
Si	4.0455	4.1	26.0055
Si	9.6073	4.0561	26.1042
Si	1.3969	6.8222	26.0205
Si	6.7661	6.8471	26.0431
Si	4.0997	9.5315	26.0152
Si	9.4621	9.5668	26.1704
Si	2.7232	-0.0134	27.3673
Si	8.1569	-0.0278	27.5905
Si	0.0079	2.7093	27.5079
Si	5.4371	2.7364	27.3903
Si	2.7268	5.4584	27.4544
Si	8.1811	5.465	27.3768
Si	-0.0107	8.1754	27.3974
Si	5.4367	8.1931	27.4693
Si	4.0752	1.3564	28.7692
Si	9.5792	1.3502	28.8816
Si	1.3628	4.099	28.8436
Si	6.826	4.095	28.7662
Si	4.0967	6.8114	28.8347
Si	9.5488	6.817	28.7741
Si	1.3619	9.5592	28.7606
Si	6.7767	9.533	28.8961
Si	0.0218	-0.0336	30.1994
Si	5.4166	0.003	30.1994
Si	2.7336	2.7142	30.1848
Si	8.1876	2.7452	30.1784
Si	-0.0306	5.4608	30.172
Si	5.481	5.4463	30.184
Si	2.7174	8.2041	30.1586
Si	8.1989	8.1636	30.199
Si	1.3818	1.3428	31.5772
Si	6.8204	1.3695	31.5336
Si	4.111	4.078	31.5494
Si	9.5569	4.0986	31.5639
Si	1.3463	6.8389	31.5124
Si	6.8451	6.7955	31.5844
Si	4.0639	9.5604	31.5683
Si	9.5688	9.5475	31.5552
Si	2.7356	-0.016	0.7848
Si	8.1876	-0.0006	0.6999
Si	-0.0117	2.7157	0.7245
Si	5.4772	2.718	0.7352
Si	2.7259	5.4808	0.6728
Si	8.2078	5.435	0.7831
Si	0.0034	8.1789	0.718
Si	5.4646	8.1966	0.7206
Si	4.1575	1.3436	2.1348
Si	9.5471	1.3466	2.0938
Si	1.3758	4.1181	2.044
Si	6.8471	4.0364	2.1465
Si	4.095	6.8151	2.0743
Si	9.5786	6.8468	2.1148
Si	1.3424	9.5353	2.118
Si	6.8186	9.591	2.0841
Si	-0.0716	-0.0614	3.4566
Si	5.5433	0.0146	3.5654
Si	2.7753	2.7788	3.3898
Si	8.1613	2.6182	3.5507
Si	0.0231	5.4603	3.4509
Si	5.4682	5.4496	3.4434
Si	2.7615	8.1931	3.47
Si	8.2152	8.2688	3.4356
Si	1.3615	1.3877	4.6387
Si	7.009	1.1504	5.1205
Si	4.1678	4.0474	4.8492
Si	9.5642	4.0702	4.7663
Si	1.4089	6.8131	4.8261
Si	6.8136	6.9048	4.7358
Si	4.1274	9.5677	4.8576
Si	9.3994	9.6773	4.9499
Si	2.7152	0.0965	6.0687
B	8.2222	-0.1081	6.2588
Si	-0.0589	2.6049	6.0497
Si	5.5148	2.656	6.3278
Si	2.8018	5.4564	6.2064
Si	8.1645	5.4866	6.0398
Si	-0.0263	8.1929	6.1026
Si	5.5715	8.2829	6.2406
Si	3.7934	1.5714	7.6126
Si	9.6097	0.9587	7.2868
Si	1.5513	3.7656	7.3034
Si	6.6399	4.4195	7.4755
Si	4.4304	6.6699	7.5265
Si	9.3569	6.9833	7.3885
Si	1.0731	9.9018	7.2711
Si	7.3082	9.4255	7.5307
O	8.3126	8.15	7.8318
O	2.6615	2.7277	7.9537
O	9.5158	1.3459	24.2774
O	4.0468	6.8604	24.1333
O	-0.0842	-0.0134	7.8582
O	5.5241	5.5247	8.0352
O	6.8475	9.5643	24.2083
O	1.37	4.0552	24.1749
O	3.8716	7.4623	8.8936
O	0.7135	4.3582	8.5815
O	9.8042	6.2618	8.8196
O	1.9919	9.389	8.5334
O	7.5411	3.9565	8.7871
O	4.1767	0.9149	9.0993
O	6.8502	9.6874	9.1332
O	9.0678	1.7393	8.6593
O	7.7113	3.1505	23.5338
O	10.5039	5.8399	23.4554
O	5.0989	0.4344	23.4135
O	5.8627	5.0939	23.3624
O	3.1091	2.2062	23.2818
O	2.2931	8.7196	23.2377
O	8.6208	7.7507	23.4088
O	0.2252	10.3366	23.5993
Si	4.399	1.5701	22.4839
Si	3.5145	7.9463	13.9854
Si	7.1362	0.9772	14.6289
Si	0.9402	9.3566	22.5375
Si	1.177	4.3292	11.8607
Si	6.2746	8.9768	15.2937
Si	0.7079	1.3733	12.271
Si	8.6319	4.9569	20.5123
Si	0.2987	5.7166	9.3444
Si	5.1071	3.1185	17.9241
Si	0.8747	3.7386	16.7021
Si	10.4074	2.8482	19.2051
Si	5.2287	1.1921	10.332
Si	0.8917	0.1766	19.8516
Si	6.69	9.4963	10.7512
Si	9.354	9.6813	18.3054
Si	9.4088	9.2712	12.5358
Si	6.5787	3.8459	22.5997
Si	2.4297	8.075	9.3554
Si	10.6069	7.3747	17.0476
Si	2.5244	6.2918	16.5234
Si	10.1661	4.4893	14.1468
Si	6.148	9.1885	18.4943
Si	7.9382	2.5447	9.4914
Si	8.8994	2.1299	12.3845
Si	5.3489	6.2457	18.0372
Si	3.9364	0.5611	19.4735
Si	4.2696	3.8649	12.0308
Si	5.5741	6.6409	12.0472
Si	8.02	2.5028	17.1995
Si	4.3683	2.4988	14.9366
Si	1.5606	1.2106	15.2299
Si	1.5956	9.4251	12.0145
Si	8.0658	6.8699	13.8251
Si	10.3889	9.8476	15.4592
Si	9.8102	7.011	22.5711
Si	8.1268	5.4929	17.408
O	6.0883	7.9758	11.1697
O	6.0364	9.2111	16.8781
O	7.7112	1.3574	13.1613
O	0.9091	1.7503	13.8476
O	9.4558	6.2459	16.8745
O	6.7899	6.247	13.0546
O	5.1491	4.6604	18.5849
O	9.2308	2.1504	18.2607
O	2.3788	0.0972	19.0928
O	9.4276	10.2428	16.7491
O	2.7848	4.4803	11.7046
O	5.0788	10.327	19.095
O	9.4223	3.2613	13.4092
O	0.4617	1.7685	19.941
O	3.1769	1.3604	15.035
O	8.1708	5.3984	19.0252
O	3.9062	6.5812	17.3465
O	4.569	3.2787	16.375
O	9.0521	5.6675	14.2945
O	5.4593	2.7592	22.1428
O	10.6489	4.107	15.6452
O	0.3399	3.8622	18.2432
O	10.4362	10.5131	19.2106
O	9.6481	10.0465	14.0081
O	10.904	8.1229	22.0997
O	1.2156	2.1598	16.5049
O	9.7418	3.7584	20.3903
O	8.1385	4.0389	16.6887
O	-0.0183	9.1308	11.889
O	6.5874	2.4039	17.9801
O	5.6016	10.7205	11.147
O	7.763	9.5878	18.8247
O	10.0644	1.0121	12.0387
O	1.3731	6.89	9.0733
O	0.6267	4.7793	13.34
O	5.7006	7.6272	18.9558
O	5.2382	5.1021	11.49
O	2.747	6.9728	15.0606
O	0.9375	2.7563	11.4563
O	0.8769	10.6853	15.5298
O	2.4227	8.5782	10.9022
O	4.6544	2.4301	11.293
O	4.2437	3.5493	13.6727
O	2.1812	4.6894	16.4346
O	10.7	8.2559	15.6688
O	6.9274	10.313	14.6589
O	2.3567	8.9696	13.4089
O	8.0501	1.538	15.8788
O	4.1766	7.0581	12.7942
O	4.1876	2.0138	18.7249
O	7.3048	4.4096	21.267
O	8.4404	2.8565	11.0149
O	1.2047	6.8849	17.3126
O	5.6832	1.6258	14.7174
O	8.1528	9.7658	11.5547
O	9.2123	6.2844	21.2473
O	9.0064	7.7359	12.8501
O	1.6922	0.1328	11.8623
O	6.6669	6.162	17.0496
O	7.3968	7.8095	15.0042
O	1.2056	10.2991	21.2347
O	10.0516	8.2048	18.3296
O	3.97	0.8517	21.0862
O	0.3067	5.3311	10.9187
O	6.5937	1.6542	9.595
O	4.7805	8.7242	14.677

Results
free energy: -135250.722 eV
free energy less fixed offsets of B -154.04, O -568.88, Si -635.61 eV per atom: 3.038 eV

Forces (eV/angstrom), in the order of the atoms: element, x, y, z
Si	0.0032	-0.0017	0.0355
Si	0.0052	0.0002	0.0244
Si	0.0003	0.0001	0.0283
Si	0.001	0.0002	0.0151
Si	0.0049	0.0003	0.0201
Si	-0.0074	0.0027	0.025
Si	0.0002	-0.0064	0.0391
Si	0.0013	0.0034	0.0282
Si	0.0007	0.0021	-0.0151
Si	-0.003	-0.0015	-0.0079
Si	-0.0037	0.0044	-0.0073
Si	-0.001	0.0019	-0.0101
Si	0.0035	0	-0.0069
Si	-0.0013	0.0048	-0.01
Si	0.0009	-0.003	-0.0097
Si	-0.0035	-0.0009	-0.0119
Si	-0.0003	-0.0016	-0.017
Si	-0.0067	-0.0072	0.0377
Si	0.0043	0.0057	0.032
Si	0.0018	-0.0041	-0.0143
Si	0.002	0.0056	0.0086
Si	0.001	-0.004	-0.015
Si	-0.0008	-0.0018	-0.0141
Si	-0.0094	-0.0058	0.0166
Si	0.0031	-0.0003	0.0116
Si	-0.0041	-0.0014	-0.0308
Si	-0.0076	-0.0175	-0.0253
Si	0.0008	-0.001	0.0128
Si	0.0017	0.0034	-0.022
Si	0.0018	0.0045	0.011
Si	-0.0054	0.0005	0.0146
Si	0.02	0.0101	-0.0349
Si	-0.0004	-0.0023	0.003
Si	-0.006	0.0063	0.006
Si	-0.0034	0.0043	0.0034
Si	0.0001	-0.0033	0.0023
Si	-0.0017	0.0038	0.0047
Si	0.0005	0.0011	0.0026
Si	0.0024	0.0015	-0.0003
Si	0.001	-0.0006	0.0055
Si	0.004	-0.0033	-0.0023
Si	-0.0004	0.0023	0.0038
Si	0.0028	-0.0062	0.0023
Si	-0.0002	0.0027	-0.0013
Si	-0.0068	0.0032	0.0018
Si	-0.0003	-0.0016	-0.0012
Si	-0.002	-0.0043	-0.0011
Si	0.0068	-0.0034	0.0002
Si	-0.0016	0.0014	0.0111
Si	0.0001	0.0031	-0.0115
Si	-0.0044	-0.0001	-0.0003
Si	0.0009	-0.0003	0.0023
Si	-0.0013	-0.0002	-0.0052
Si	0.0059	-0.0015	0.0114
Si	-0.0102	0.0028	0.0041
Si	-0.0019	0.0069	0.0005
Si	-0.0018	0.0188	-0.0173
Si	-0.0047	-0.0114	0.0045
Si	0.0034	0.007	-0.0089
Si	-0.0242	-0.006	-0.0117
Si	-0.0019	-0.0067	-0.0011
Si	0.0273	0.005	-0.0118
Si	0.0011	-0.0251	-0.0047
Si	0.0027	0.0024	-0.0073
Si	0.0222	0.0446	0.0426
Si	0.003	-0.0026	-0.0017
Si	-0.0265	-0.0459	0.0498
Si	0.029	0.0101	-0.0036
Si	-0.0369	-0.0006	-0.014
Si	0.0204	0.0143	0.0264
Si	-0.0086	0.014	-0.0206
Si	0.0016	0.0035	0.0407
Si	0.0267	-0.0098	-0.0421
Si	-0.1379	0.1039	-0.0915
Si	0.0012	0.0082	-0.0306
Si	0.0077	0.0105	0.0193
Si	-0.0067	0.015	-0.0009
Si	0.006	-0.0253	-0.0259
Si	-0.0285	0.0171	0.0293
Si	0.0559	-0.0996	-0.102
Si	-0.0169	0.0073	-0.0079
B	0.0792	-0.0429	0.329
Si	-0.0469	-0.029	0.0282
Si	0.0161	-0.0284	0.0199
Si	0.0151	-0.0066	0.0349
Si	0.0003	0.0018	-0.002
Si	-0.0262	0.0433	0.0109
Si	0.039	0.0303	0.0702
Si	-0.0026	-0.0391	-0.0861
Si	0.1564	0.1099	-0.0677
Si	-0.0215	-0.0309	-0.0505
Si	0.022	0.014	-0.0574
Si	-0.0078	0.0083	-0.0609
Si	0.001	-0.0366	-0.0745
Si	0.0318	-0.0074	-0.1291
Si	-0.1174	-0.0683	-0.1932
O	0.035	0.042	0.0643
O	0.0232	0.0238	0.0442
O	0.001	0.0022	-0.0011
O	0.0061	-0.0034	-0.0158
O	-0.0843	-0.0401	0.053
O	-0.0131	-0.0143	0.0252
O	-0.0008	-0.0011	-0.0076
O	-0.0036	-0.0016	-0.0051
O	0.0255	-0.0108	0.0299
O	-0.0066	0.0042	0.0296
O	0.0055	-0.0046	0.0256
O	0.0173	0.0189	0.0376
O	0.0003	-0.0051	0.0118
O	0.0123	0.0053	0.0391
O	0.0055	0.0305	0.0543
O	-0.0527	-0.0194	-0.0133
O	-0.0085	0.0063	-0.016
O	-0.0064	0.0082	-0.014
O	-0.0076	0.0085	-0.0168
O	0.0104	-0.0116	-0.014
O	0.0106	-0.0087	-0.0184
O	-0.0132	0.0108	-0.0179
O	0.0109	-0.0101	-0.0193
O	0.0012	-0.0045	-0.0233
Si	-0.0023	0.0003	0.0176
Si	-0.002	0.0002	-0.0099
Si	0.0005	0.0016	-0.008
Si	0.0058	-0.0086	0.0133
Si	-0.0076	0.0063	-0.0131
Si	-0.0016	0.0018	-0.0034
Si	0.0021	0.0024	-0.0091
Si	-0.0023	0.0035	0.0141
Si	0.0036	0.0053	-0.0143
Si	-0.0018	-0.0014	0.0031
Si	-0.0008	-0.0005	-0.0006
Si	-0.0003	0.0003	0.009
Si	-0.0054	-0.0042	-0.0176
Si	0.0043	-0.004	0.0104
Si	-0.0025	0.008	-0.026
Si	0.0019	0.0025	0.0047
Si	-0.0024	0.004	-0.0056
Si	-0.0021	0.0012	0.0129
Si	-0.0043	-0.0134	-0.0117
Si	-0.0012	0.0007	-0.0002
Si	0.0008	0.0002	-0.0032
Si	0.0047	-0.0017	-0.0083
Si	-0.0019	0.0029	0.0038
Si	-0.0071	0.0025	-0.004
Si	-0.003	0.0031	-0.0105
Si	0.0021	-0.0001	0.0013
Si	-0.0028	0.0009	0.014
Si	-0.0029	-0.0045	-0.0058
Si	-0.0017	0.0044	-0.0074
Si	0.0013	0.001	0.0011
Si	-0.0005	0.0005	-0.0054
Si	0.0002	0.001	-0.0052
Si	0.0116	-0.009	-0.0142
Si	0.0003	0.0003	-0.0083
Si	0.0001	0.0004	-0.0036
Si	-0.0028	0.0008	0.0142
Si	-0.0002	-0.0008	0.0049
O	0.003	0.0006	0.001
O	0.0006	-0.0005	-0.0024
O	0	-0.0008	0.007
O	-0.0008	0	0.0018
O	0.001	0.0009	0.0002
O	0.002	-0.0007	0.0044
O	-0.0002	0.0006	-0.0014
O	-0.0024	-0.0002	-0.0028
O	0.0005	0.0001	-0.0037
O	0.0009	0.0002	-0.0015
O	0.0052	-0.0011	0.0035
O	0.0043	-0.0038	-0.0028
O	0.0003	0.0009	0.0041
O	-0.0016	0.0018	-0.0024
O	0.0006	0.0003	0.0034
O	-0.0015	0.001	-0.009
O	-0.0014	0.0001	0.0003
O	-0.0006	-0.0001	-0.0013
O	-0.0014	0.0018	0.0032
O	0.0005	-0.0001	-0.0031
O	-0.0013	0.0008	0.0014
O	0.0024	0.0011	-0.0031
O	-0.0047	-0.0018	-0.0037
O	-0.0011	-0.0003	-0.0002
O	0.0002	0.0017	-0.0024
O	0.0009	-0.0005	0.0011
O	0.0027	-0.0034	-0.005
O	-0.0004	-0.0001	-0.0004
O	-0.0059	0.0002	0.0022
O	0.0015	0	-0.0001
O	0.0017	-0.005	0.0035
O	0.0005	-0.0002	-0.001
O	0.001	-0.0027	0.0048
O	-0.0136	-0.0097	0.0087
O	-0.001	-0.0001	0.0059
O	-0.0002	-0.0008	-0.0014
O	0.0007	0.0014	0.0018
O	0.0006	0.001	0.0025
O	0.0005	-0.0009	0.0041
O	0	-0.0004	0.0031
O	-0.008	0.0098	0.0381
O	-0.0004	0.0101	0.0086
O	0.0005	0.0009	0.0024
O	0.0007	0.0005	0.0019
O	0.0002	0.0006	0.0015
O	0.0003	-0.0006	0.0038
O	0.0009	0.0002	0.0056
O	-0.0001	-0.0016	0.0006
O	0.0017	-0.0008	0.0036
O	0.0025	0.0046	-0.0041
O	0.0055	0.0016	-0.0083
O	0.0022	0.0007	0.0142
O	0.0005	-0.0003	0.0008
O	0.0004	0.0005	0.0039
O	0.0085	-0.0037	0.0066
O	-0.0024	-0.0055	-0.0089
O	-0.0007	-0.0001	0.0035
O	-0.0013	0.0004	0.0016
O	-0.0003	0.0003	0.0001
O	0.0008	-0.0011	0.0026
O	0.001	0.0077	-0.0149
O	0.0009	-0.0013	-0.0015
O	-0.0016	-0.0044	-0.0151
O	0.0034	-0.0055	0.0226
O	-0.0005	0.001	0.0019
O	0.0004	-0.0001	0.0037

The program warned: the cutoff lies below the one the program advises for these potential files; the forces do not sum to zero within the program's tolerance; the exchange-correlation potential is rough where the density is thin.
